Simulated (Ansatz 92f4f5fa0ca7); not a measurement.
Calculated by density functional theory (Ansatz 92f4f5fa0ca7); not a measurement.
Periodic cell of 223 atoms, Si133O90, from a study of silicon, its oxide and their interface. The atomic structure is a simulated model.
Doubt: the cutoff is far below the 930 eV that the study's wrapper takes by default for these files, so forces and energies are approximate.

Settings
functional: PBE
potential files: Ansatz PAW
basis: plane waves
wave-function cutoff: 580 eV
density cutoff ratio: 5
exchange-correlation grid ratio: 1
k mesh: 1 x 1 x 1, Gamma-centred
self-consistency stop: 5e-08 eV per atom in the density residual
occupations: fixed
spin: none
net charge: 0

Cell vectors (angstrom)
a 10.938 0 0
b 0 10.938 0
c 0 0 32.4451

Atoms: element, x, y, z (angstrom)
Si 0.4802 -0.5365 24.8727
Si 5.5821 -0.2639 25.0329
Si 2.5906 2.9594 25.069
Si 8.0886 2.9766 24.7814
Si 0.3706 5.2512 24.9537
Si 4.8678 6.0297 24.9427
Si 2.7264 8.2443 25.4205
Si 7.9678 8.5673 24.846
Si 1.3857 1.2791 26.2022
Si 6.8033 1.4618 26.1435
Si 4.0834 4.2347 26.3263
Si 9.5801 4.1428 26.198
Si 1.295 6.795 26.4765
Si 6.7849 6.8977 26.1213
Si 4.1827 9.6104 26.5687
Si 9.6046 9.5926 26.21
Si 2.7175 0.0544 27.7214
Si 8.204 0.0675 27.578
Si -0.0107 2.6992 27.5916
Si 5.4614 2.7771 27.619
Si 2.7148 5.4676 27.761
Si 8.1736 5.5055 27.5701
Si -0.0835 8.2278 27.6954
Si 5.5431 8.1495 27.7261
Si 4.1018 1.3673 29.0268
Si 9.5708 1.3673 29.0268
Si 1.3673 4.1018 29.0268
Si 6.8362 4.1018 29.0268
Si 4.1018 6.8362 29.0268
Si 9.5708 6.8362 29.0268
Si 1.3673 9.5708 29.0268
Si 6.8362 9.5708 29.0268
Si 0 0 30.3941
Si 5.469 0 30.3941
Si 2.7345 2.7345 30.3941
Si 8.2035 2.7345 30.3941
Si 0 5.469 30.3941
Si 5.469 5.469 30.3941
Si 2.7345 8.2035 30.3941
Si 8.2035 8.2035 30.3941
Si 1.3673 1.3673 31.7613
Si 6.8362 1.3673 31.7613
Si 4.1018 4.1018 31.7613
Si 9.5708 4.1018 31.7613
Si 1.3673 6.8362 31.7613
Si 6.8362 6.8362 31.7613
Si 4.1018 9.5708 31.7613
Si 9.5708 9.5708 31.7613
Si 2.7345 0 0.6835
Si 8.2035 0 0.6835
Si 0 2.7345 0.6835
Si 5.469 2.7345 0.6835
Si 2.7345 5.469 0.6835
Si 8.2035 5.469 0.6835
Si 0 8.2035 0.6835
Si 5.469 8.2035 0.6835
Si 4.1018 1.3673 2.0507
Si 9.5708 1.3673 2.0507
Si 1.3673 4.1018 2.0507
Si 6.8362 4.1018 2.0507
Si 4.1018 6.8362 2.0507
Si 9.5708 6.8362 2.0507
Si 1.3673 9.5708 2.0507
Si 6.8362 9.5708 2.0507
Si 0 0 3.418
Si 5.469 0 3.418
Si 2.7345 2.7345 3.418
Si 8.2035 2.7345 3.418
Si 0 5.469 3.418
Si 5.469 5.469 3.418
Si 2.7345 8.2035 3.418
Si 8.2035 8.2035 3.418
Si 1.2655 1.4831 4.6618
Si 6.8584 1.3513 4.8795
Si 4.2067 3.9794 4.7523
Si 9.5292 4.1196 4.8526
Si 1.3582 6.8121 4.7687
Si 6.8263 6.8186 4.7957
Si 4.1205 9.5633 4.7337
Si 9.579 9.5456 4.7885
Si 2.7342 0.1557 5.8205
Si 8.1748 -0.1203 6.2403
Si -0.0809 2.6786 6.2028
Si 5.5282 2.7012 6.3564
Si 2.7021 5.278 5.9488
Si 8.1883 5.5003 6.2911
Si 0.0176 8.1883 6.1652
Si 5.3651 8.1186 6.1505
Si 3.7501 1.5033 7.397
Si 9.8709 0.9464 7.5119
Si 1.5997 3.7956 7.4105
Si 6.5596 4.4406 7.7216
Si 4.1238 6.4509 7.3078
Si 9.3765 7.1282 7.5839
Si 1.3057 9.8615 7.1123
Si 6.9403 9.2036 7.5059
O 11.031 5.9254 23.472
O 4.566 0.0522 23.771
O 8.1645 8.1834 8.0606
O 2.685 2.6562 7.9287
O 7.1901 4.1007 23.9649
O 1.6849 9.2725 24.6227
O 5.3317 5.5174 7.927
O 0.1592 -0.1104 7.8454
O 7.0137 4.1674 9.3039
O 6.0298 9.7593 8.7887
O 10.2065 6.5535 8.9184
O 2.5023 9.4599 8.2101
O 4.1187 0.6409 8.7527
O 1.0548 4.5456 8.7612
O 9.3225 1.3947 9.0021
O 3.0155 6.7079 8.5604
O 7.4106 6.2672 22.3383
O 8.8911 2.1579 23.5898
O 5.1169 5.5106 23.4023
O 3.3489 2.4256 23.7024
O 10.9496 -0.2316 23.3129
O 3.7449 7.2129 24.6017
O 1.4434 4.0481 24.6079
O 6.7665 9.6575 24.4731
Si 14.6641 1.094 22.8503
Si -1.2487 2.6194 22.2413
Si 0.7555 11.5657 22.1295
Si 11.6432 0.8248 14.9697
Si 6.0424 -0.4528 12.1288
Si 11.6668 15.7426 12.6839
Si 9.4657 1.5728 10.6152
Si 5.2961 4.0812 20.0899
Si 9.8991 8.0515 13.5914
Si 10.4517 -2.9538 16.5707
Si 10.8518 5.2339 9.678
Si -0.2625 5.4837 21.9347
Si 8.7127 -1.2683 11.535
Si 8.8003 5.0443 13.2311
Si 7.298 3.634 15.7182
Si 12.3069 6.0625 15.4261
Si 5.7161 5.7537 17.4533
Si 4.686 10.2043 9.5563
Si 13.4737 1.4995 18.758
Si 9.7285 0.8015 19.9078
Si -1.0351 2.3214 17.0406
Si 12.6543 9.9329 17.2197
Si 5.1991 1.1614 20.142
Si 3.6233 7.7972 16.4434
Si 13.0608 4.1548 20.1088
Si -3.5583 9.7254 19.8826
Si 8.4288 7.4701 21.9775
Si 2.6305 2.4414 13.4149
Si 5.7044 -1.3783 14.9319
Si 2.6514 8.2224 9.2508
Si -3.5049 -2.572 17.1414
Si 0.8704 11.6738 11.9959
Si 6.5187 4.9967 22.772
Si 1.6835 -7.0951 17.29
Si 11.3124 8.8102 11.1356
Si 5.5094 1.4843 14.245
Si 8.1303 4.0428 10.486
O 8.2252 2.527 11.0744
O 5.8 -1.5755 13.3107
O 9.8735 1.5456 18.4724
O 3.7094 -6.6246 20.4985
O -1.181 8.8407 10.5635
O 0.1536 0.236 20.6544
O 1.3678 7.9032 10.2125
O 15.1468 2.4061 13.8274
O 18.0957 -1.185 11.1622
O 12.5692 0.2209 18.297
O 11.014 6.4454 16.3857
O 10.3355 -2.3708 15.057
O 7.9247 4.4892 14.4761
O 13.3171 12.2293 12.2779
O 6.8253 6.8727 17.1213
O 11.1576 11.3102 13.472
O 13.0235 4.7045 15.9748
O 19.7379 -0.4859 19.6459
O 0.3262 13.1287 22.4068
O 6.33 0.952 12.9202
O 5.6885 2.5923 19.4959
O -1.9068 1.8524 20.9582
O 5.1321 0.1538 15.1517
O 7.9588 5.0236 11.7973
O 12.6533 2.101 14.7376
O 6.2106 4.1695 21.4245
O 1.8644 4.7851 18.6208
O 1.0328 10.3019 11.1305
O 3.9152 0.7628 19.2149
O 11.4131 8.9156 17.4882
O 11.468 5.4622 11.189
O 11.0083 12.8335 11.1186
O 3.0833 -1.908 17.3916
O 6.1461 4.4987 16.4963
O -2.2115 8.2002 23.4187
O 1.0005 16.8502 13.8557
O 10.1905 4.159 13.0741
O 5.7172 5.2149 18.994
O 9.6251 4.2238 21.9899
O 4.2635 6.4934 17.2085
O 4.043 8.7934 9.9636
O 4.9054 -0.1112 11.0385
O 7.6669 8.527 20.9727
O 1.8931 2.4922 19.9443
O 9.0195 -2.8476 17.2962
O -1.1215 6.7839 21.3537
O -2.1526 -1.833 13.0536
O 9.2266 0.2514 11.5111
O -0.5972 12.2054 15.8594
O 4.6939 8.4135 15.4208
O 8.4852 3.0656 16.7041
O 2.3912 -3.6286 15.5151
O -4.6765 10.8673 20.2752
O 9.5912 4.2097 9.7771
O 13.6054 2.5289 17.472
O 2.3668 0.4105 22.2386
O 11.219 8.1646 12.6179
O 6.5343 2.3499 15.121
O -1.7527 6.5883 13.5765
O 0.1118 3.4602 17.163
O 12.0234 4.9632 21.1125
O 4.7019 1.5338 21.6425
O 7.0767 -1.6755 15.8061
O 12.4961 -0.3563 15.7199
O 6.8583 -1.831 18.4726
O 12.9771 3.8263 12.7612

Results
free energy: -135733.158 eV
free energy less fixed offsets of O -568.88, Si -635.61 eV per atom: 2.172 eV

Forces (eV/angstrom), in the order of the atoms: element, x, y, z
Si 0.0192 -0.0469 -0.099
Si -0.0009 -0.0124 -0.0109
Si -0.0192 0.0356 -0.0441
Si 0.0023 -0.0084 0.0043
Si 0.0182 -0.0305 0.0322
Si -0.0692 0.0277 -0.0518
Si 0.0078 0.0109 0.0662
Si -0.0045 0.0156 -0.017
Si -0.0009 0.0286 0.0527
Si 0.0031 0.0049 0.0022
Si -0.0268 -0.0057 0.0405
Si 0.0267 -0.0177 0.019
Si 0.0049 -0.0188 -0.0068
Si 0.0342 0.0244 0.0374
Si -0.0111 -0.0031 0.0067
Si -0.0496 0.0104 0.0284
Si 0.0037 -0.0387 -0.0323
Si -0.0004 -0.0049 -0.0131
Si -0.0251 0.0207 -0.0263
Si 0.0179 -0.0056 -0.0102
Si 0.0219 0.0339 -0.0496
Si 0.0029 -0.0132 -0.0138
Si 0.0279 -0.0082 -0.0203
Si -0.0096 0.0086 -0.0194
Si 0.1016 0.5488 0.143
Si -0.0662 0.1015 -0.2254
Si -0.3179 -0.5759 0.1524
Si 0.1307 0.167 -0.3669
Si 0.1701 -0.0558 0.5158
Si -0.6088 -0.0868 0.0478
Si -0.176 0.0211 0.0767
Si 0.5233 0.2439 -0.0692
Si -0.0026 -0.064 -0.0017
Si 0.0572 0.0415 -0.0653
Si 0.0254 0.0146 0.051
Si 0.0796 0.0257 -0.0485
Si -0.0795 -0.1449 -0.0526
Si -0.0724 0.0123 0.0337
Si 0.0634 0.0193 -0.0315
Si 0.0758 0.0551 0.0527
Si 0.0305 0.004 -0.0217
Si -0.0401 -0.0219 -0.0245
Si -0.021 -0.0055 0.0026
Si -0.0122 0.0579 -0.0006
Si 0.0592 0.0251 -0.0416
Si -0.0379 0.0213 -0.0238
Si -0.092 -0.0018 -0.0254
Si 0.0112 -0.0193 -0.0024
Si 0.0607 -0.0302 0.0068
Si -0.0056 0.0188 -0.0129
Si 0.0222 -0.0208 0.0363
Si -0.0143 0.0034 0.0336
Si -0.0486 0.0263 -0.0097
Si 0.0399 -0.0256 0.0005
Si -0.0035 0.0297 0.0312
Si 0.0074 -0.0264 0.0346
Si -0.1653 -0.0764 -0.016
Si -0.0377 -0.1119 -0.0108
Si 0.178 0.1024 -0.0232
Si -0.0487 0.0513 -0.0165
Si -0.0912 -0.023 0.0316
Si -0.0809 -0.0746 0.0064
Si 0.0192 -0.0194 0.0121
Si 0.0602 0.089 0.0138
Si -0.366 -0.1056 -0.3848
Si 0.3929 0.1862 0.0951
Si 0.2574 0.2076 -0.7173
Si -0.1063 -0.0239 0.4922
Si -0.3151 -0.1481 0.1131
Si 0.1995 -0.2684 -0.127
Si -0.0921 -0.1119 -0.1
Si -0.0441 -0.1122 0.0204
Si -0.0356 -0.0439 0.0687
Si 0.0236 -0.0333 -0.0099
Si 0.0359 0.0138 0.0496
Si 0.0334 -0.0021 0.0295
Si 0.0446 -0.0308 0.0139
Si 0.0107 -0.033 0.0874
Si 0.0132 -0.0238 0.0471
Si -0.0454 0.0693 -0.0338
Si -0.1494 -0.2129 -0.192
Si 0.0158 0.0612 -0.0704
Si -0.021 0.0372 -0.0086
Si -0.0619 0.0565 -0.0862
Si -0.0495 -0.0074 -0.0313
Si -0.0507 0.0292 -0.0182
Si -0.0841 -0.2777 -0.1899
Si 0.0509 0.0328 -0.0682
Si 0.3444 0.0203 0.7156
Si -0.1484 0.0738 0.1113
Si 0.0027 -0.0895 0.0059
Si -0.0032 -0.0398 -0.0079
Si -0.3368 -0.07 0.4705
Si 0.0201 -0.09 0.2813
Si -0.1868 0.5293 0.0998
Si -0.1318 0.095 0.6091
O 0.0098 -0.0013 0.0105
O 0.0252 -0.0151 0.037
O -0.1231 0.0135 -0.1083
O -0.0791 0.1384 -0.1099
O 0.0049 -0.0037 0.0027
O 0.0056 -0.0058 -0.0094
O -0.0362 0.0468 0.0599
O 0.3406 -0.2479 -0.0231
O -0.0076 0.0248 -0.0261
O 1.4669 -0.0852 -1.4225
O -0.0369 -0.0743 -0.0811
O -1.4039 -0.6631 -0.3345
O 0.2769 -1.088 0.2976
O -0.0759 0.0588 0.0806
O 0.0599 -0.0366 -0.1238
O 0.1891 2.2586 0.2746
O -0.0068 -0.0022 0.0065
O -0.0184 0.004 0.0189
O -0.0095 0.0164 0.042
O -0.0141 0.0162 0.0273
O -0.0044 -0.0017 0.0632
O 0.0061 -0.0132 -0.0137
O 0.0098 0.028 0.0019
O 0.007 -0.0059 -0.0165
Si 0.0076 0.0064 -0.0364
Si 0.012 -0.0067 -0.0173
Si 0.0004 0.0139 -0.027
Si 0.0198 0.0161 -0.01
Si -0.0869 -0.5572 -0.1047
Si -0.0233 -0.0694 0.081
Si 0.0053 -0.1011 0.1465
Si -0.0097 0.011 -0.026
Si -0.0009 0.02 -0.0878
Si 0.0044 0.0113 0.0225
Si -0.0427 0.0836 -0.1224
Si 0.0117 -0.0148 -0.0194
Si 0.0122 -0.0182 -0.0114
Si -0.0152 0.0328 0.0225
Si -0.0047 -0.0281 0.0072
Si 0.0027 0.0212 0.0558
Si -0.0013 0.0178 -0.0037
Si 0.5207 2.3889 -0.3063
Si -0.0035 -0.0011 -0.0124
Si 0.0007 -0.0039 -0.025
Si 0.0051 0.0045 -0.0084
Si -0.0114 -0.022 0.0059
Si -0.0044 -0.0085 -0.0148
Si 0.0172 0.0127 0.0099
Si 0.0102 -0.0064 -0.0182
Si -0.0099 0.011 -0.0233
Si -0.0077 0.0051 -0.0171
Si -0.0087 -0.0477 0.0353
Si 0.0099 0.0206 -0.0856
Si 1.523 -1.8695 0.5194
Si 0.0122 0.0109 -0.0091
Si 0.0046 -0.0803 -0.0116
Si 0.016 -0.0137 -0.0346
Si -0.0017 -0.0076 0.0124
Si 0.1449 -0.0944 -0.2414
Si 0.0048 -0.0202 0.0119
Si 0.0015 -0.0278 0.046
O 0.0184 0.0527 -0.0329
O -0.0067 0.1295 -0.0264
O 0.0021 -0.0065 0.0169
O 0.0021 0.0028 0.0031
O -0.0134 0.0469 0.1156
O 0.013 0.0012 0.0221
O 0.4448 0.475 -0.4301
O 0.0361 -0.0046 -0.0084
O -0.0021 0.0913 0.0961
O -0.0004 0.0094 0.002
O 0.0168 -0.0043 -0.0167
O -0.0152 -0.0303 -0.0114
O 0.0044 0.004 -0.0217
O 0.0265 0.0344 0.0221
O 0.0015 -0.0092 -0.0054
O 0.0069 0.0377 0.016
O -0.0031 0.0139 -0.02
O -0.0024 0.002 0.0033
O -0.001 -0.0012 0.0036
O -0.0966 0.0524 -0.0036
O -0.0009 0.0051 0.0104
O -0.0029 0.0142 0.0191
O 0.0102 0.0265 -0.0087
O 0.0185 -0.0264 0.0123
O -0.0089 -0.0171 0.0036
O 0.0133 0.0133 0.0226
O 0.0011 0.0023 0.0207
O -0.0567 -0.0631 0.0026
O 0.0186 0.0035 0.0126
O 0.0257 0.0157 -0.0153
O 0.0587 0.0147 -0.0727
O -0.0168 0.0345 -0.0168
O -0.0061 0.0117 -0.0066
O -0.0027 -0.0023 -0.001
O -0.0085 0.013 0.0366
O 0.0102 0.0097 -0.0144
O 0.0177 0.0084 -0.0144
O -0.0069 -0.0203 0.0317
O -0.0062 0.0045 -0.0003
O 0.002 -0.0082 -0.0066
O -2.1264 -1.5495 -0.0927
O -0.0375 0.3816 0.5601
O 0.0141 -0.0243 0.0238
O -0.0022 0.0065 0.0107
O -0.0143 -0.0053 0.0047
O -0.0029 0.0026 0.0017
O 0.0767 -0.0289 -0.0341
O 0.0291 0.0205 -0.0439
O 0.0032 0.0148 0.0021
O -0.0178 -0.017 -0.0016
O 0.0013 0.007 -0.0044
O -0.0242 -0.0195 -0.0193
O -0.0008 0.0067 0.0023
O 0.099 0.1241 -0.0405
O 0.0001 0.0025 0.005
O 0.0045 0.0018 0.0071
O -0.0653 -0.015 0.13
O -0.0134 0.0027 -0.0205
O 0.0452 0.0486 -0.0054
O -0.002 -0.0001 0.0037
O -0.0224 0.0152 0.0146
O -0.0147 -0.0048 0.0308
O 0.0132 -0.0129 0.0309
O -0.0126 0.005 -0.0038
O 0.002 0.0128 0.0214
O -0.0098 0.0461 -0.0106

The program warned: the cutoff lies below the one the program advises for these potential files; the exchange-correlation potential is rough where the density is thin.
